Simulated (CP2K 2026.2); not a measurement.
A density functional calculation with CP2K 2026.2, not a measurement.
Periodic cell of 432 atoms, Si324O108, from a study of silicon, its oxide and their interface. The atomic structure is a simulated model.
Doubt: the forces sum to 0.81 eV/angstrom along one axis rather than to zero, so they err by at least 0.0019 eV/angstrom per atom on average; the grid cutoff is modest.

Settings: functional PBE; method Gaussian and plane waves; basis set DZVP-MOLOPT-SR-GTH; pseudopotentials GTH-PBE; grid cutoff 300 Ry, relative cutoff 40 Ry; k points Gamma only; occupations fixed; spin none; net charge 0.

Cell vectors (angstrom)
a	16.32	0	0
b	0	16.32	0
c	0.1696	2.2233	29.5289

Atoms: element, x, y, z (angstrom)
Si	1.2172	-1.2676	0.2629
Si	3.8428	1.6938	0.107
Si	1.5483	3.8058	0.0284
Si	4.2975	6.6157	0.002
Si	1.0646	-6.5197	0.0538
Si	4.2925	-4.4098	0.0205
Si	7.1422	-1.5809	0.021
Si	9.7168	1.1505	-0.0447
Si	6.5037	4.3718	0.0217
Si	9.7885	6.4204	-0.0182
Si	6.4657	9.6909	0.1169
Si	-6.9965	-3.8027	-0.0735
Si	-4.4011	-1.1009	-0.0482
Si	-0.9135	1.0951	0.2981
Si	-4.2632	4.2594	0.1062
Si	-1.6519	7.0516	0.1266
Si	-3.7805	-7.0214	0.0661
Si	-1.0752	-4.2457	0.0599
Si	2.8106	0.0042	1.3962
Si	5.3959	2.8287	1.4103
Si	2.7069	5.4398	1.2924
Si	5.3678	8.1403	1.4437
Si	2.6992	-5.4676	1.3851
Si	5.4964	-2.7681	1.2528
Si	8.2146	-0.0003	1.3651
Si	-5.464	2.6881	1.3475
Si	8.1636	5.4047	1.3404
Si	-5.4249	8.1024	1.263
Si	8.1526	-5.417	1.2393
Si	-5.4796	-2.6701	1.3301
Si	-2.7383	-0.0155	1.2987
Si	0.098	2.7432	1.529
Si	-2.7651	5.4687	1.4328
Si	-0.0566	8.2189	1.3861
Si	-2.6653	-5.4222	1.3564
Si	0.0123	-2.784	1.5219
Si	1.4411	1.3258	2.8239
Si	4.0456	4.1494	2.7786
Si	1.3424	6.8092	2.6608
Si	4.0019	9.4776	2.7802
Si	1.423	-4.1012	2.8131
Si	4.1789	-1.3893	2.6731
Si	6.7935	1.3773	2.6631
Si	9.4724	4.02	2.7191
Si	6.841	6.8162	2.7162
Si	9.5199	-6.8086	2.5874
Si	6.8204	-4.0971	2.6875
Si	-6.7884	-1.3451	2.7694
Si	-4.0531	1.3635	2.6996
Si	-1.362	4.1079	2.7474
Si	-4.1267	6.8173	2.7711
Si	-1.3646	-6.7596	2.7944
Si	-4.0863	-4.0587	2.6499
Si	-1.4305	-1.3887	2.7385
Si	-0.0179	-0.0247	4.0846
Si	2.7506	2.7357	4.1487
Si	0.0057	5.4677	4.0756
Si	2.6671	8.1216	4.1151
Si	0.0245	-5.4418	4.1457
Si	2.7891	-2.6983	4.0852
Si	5.4809	-0.0055	4.053
Si	8.1322	2.6907	4.0895
Si	5.4605	5.4754	4.096
Si	8.1907	-8.128	4.0438
Si	5.4367	-5.4505	4.0539
Si	8.1536	-2.7313	4.0803
Si	-5.4096	0.0143	4.091
Si	-2.7168	2.7238	4.0812
Si	-5.4834	5.4148	4.0749
Si	-2.7411	8.1759	4.1108
Si	-5.4483	-5.4502	3.9902
Si	-2.7597	-2.7412	4.095
Si	1.3601	-1.3907	16.4086
Si	4.0193	1.3548	16.3371
Si	1.3789	4.0569	16.3878
Si	4.1299	6.7627	16.3974
Si	1.3462	-6.7625	16.3241
Si	4.0754	-4.0627	16.3653
Si	6.8227	-1.3844	16.3147
Si	-6.8186	1.3017	16.2472
Si	6.7502	4.1301	16.2738
Si	-6.7989	6.8466	16.169
Si	6.7635	-6.8472	16.2712
Si	-6.8117	-4.0193	16.2824
Si	-4.0757	-1.3286	16.3438
Si	-1.3231	1.3623	16.3797
Si	-4.0721	4.0224	16.2511
Si	-1.3956	6.782	16.2985
Si	-4.0108	9.56	16.2519
Si	-1.3166	-4.0474	16.3582
Si	2.7485	-0.0609	17.7661
Si	5.3372	2.8035	17.6245
Si	2.741	5.4089	17.7668
Si	5.5672	8.074	17.7643
Si	2.679	-5.3945	17.7177
Si	5.505	-2.7358	17.7138
Si	8.1905	-0.0409	17.6667
Si	-5.4574	2.6455	17.5579
Si	8.1424	5.5572	17.5358
Si	-5.3896	8.1595	17.49
Si	8.0985	-5.4187	17.5301
Si	-5.4937	-2.6422	17.6925
Si	-2.6901	0.0074	17.7366
Si	0.0485	2.6923	17.7869
Si	-2.7502	5.3699	17.6326
Si	-0.0532	-8.1362	17.6239
Si	-2.6995	-5.3939	17.6717
Si	-0.007	-2.718	17.8259
Si	1.4098	1.2965	19.1599
Si	4.1046	4.1087	19.2183
Si	1.2953	6.806	18.9692
Si	4.0773	-6.8712	18.9167
Si	1.3437	-4.0546	19.2369
Si	4.2142	-1.364	19.1272
Si	6.7577	1.3963	18.7952
Si	-6.8533	4.1074	18.7147
Si	7.0582	6.8131	19.2275
Si	-6.7128	9.6159	18.6952
Si	6.8261	-4.1722	19.0527
Si	9.4794	-1.3294	19.1931
Si	-4.1425	1.3422	19.0135
Si	-1.3742	4.0512	19.0859
Si	-4.2164	6.722	18.9007
Si	-1.4157	-6.8002	19.0391
Si	-4.0583	-3.9897	18.9709
Si	-1.363	-1.3319	19.1941
Si	-0.0127	0.041	20.5884
Si	3.0618	2.3501	20.4719
Si	-0.3197	5.7558	20.3026
Si	2.4677	8.3804	20.2124
Si	0.1813	-5.7637	20.4291
Si	3.1283	-2.9841	20.435
Si	5.4503	0.2769	20.3296
Si	7.9322	2.9681	19.975
Si	5.8288	5.1832	20.4863
Si	8.7463	8.273	20.3248
Si	5.2205	-5.3957	20.2759
Si	8.4275	-3.0947	20.3894
Si	-5.2349	-0.132	20.4949
Si	-3.1063	2.9928	20.2788
Si	-5.4385	5.148	20.2109
Si	-2.6515	-8.458	20.1614
Si	-5.6149	-5.236	20.1232
Si	-3.0643	-2.4381	20.412
Si	-2.4484	-2.9219	-5.1648
Si	5.1815	-0.2195	-1.8405
Si	-1.8614	4.8198	-4.3439
Si	-6.8038	1.6666	22.3957
Si	0.0242	0.976	-5.0701
Si	6.7265	-6.9535	22.4401
Si	2.7132	1.9945	23.4293
Si	-6.4282	4.6027	23.1518
Si	-2.405	-2.2416	-2.0466
Si	-4.9817	-7.5923	21.8884
Si	-1.8703	1.7116	22.6233
Si	-5.7258	-5.8199	-1.9552
Si	-1.5887	0.7013	-2.4051
Si	2.3518	7.8828	-2.1084
Si	4.0325	-3.062	23.2347
Si	2.2851	-7.7943	-5.1217
Si	-5.3107	-7.0706	-4.6965
Si	-0.1829	-4.5259	23.2052
Si	6.9377	0.103	23.1251
Si	-5.8618	3.8396	-3.7886
Si	5.2359	0.067	-4.9983
Si	3.0111	-2.4308	-1.8683
Si	0.1175	5.6262	-2.0624
Si	-7.9549	-7.9739	-1.8608
Si	2.7891	-2.9853	-4.9625
Si	8.1176	2.8632	-2.2558
Si	7.0597	-2.8046	23.2523
Si	-2.8956	-3.4104	23.3593
Si	8.0684	-7.4748	-4.9389
Si	-3.505	2.7936	-2.513
Si	5.3618	6.6014	23.2755
Si	0.5123	-1.6057	23.0824
Si	6.9879	2.4101	-4.9753
Si	0.2817	5.9304	23.2731
Si	-4.4637	6.4122	-4.6112
Si	2.7454	7.8261	23.1527
Si	1.3734	-1.3686	5.43
Si	4.1211	1.3482	5.4458
Si	1.3534	4.0967	5.4539
Si	4.081	6.8053	5.457
Si	1.3495	9.4962	5.489
Si	4.1113	-4.0824	5.4432
Si	6.8161	-1.359	5.44
Si	9.5229	1.3562	5.4408
Si	6.7929	4.0756	5.4436
Si	9.5102	6.8062	5.4278
Si	6.808	-6.7964	5.4146
Si	9.529	12.2195	5.4033
Si	-4.0863	-1.3644	5.4571
Si	-1.358	1.3597	5.4391
Si	-4.0932	4.0786	5.432
Si	-1.3628	6.8113	5.4461
Si	-4.1071	-6.7764	5.427
Si	-1.3674	-4.0757	5.4534
Si	2.7273	0.0015	6.791
Si	5.4558	2.7106	6.8166
Si	2.724	5.4397	6.8142
Si	5.4467	-8.1454	6.7943
Si	2.7343	-5.4402	6.8
Si	5.4523	-2.7139	6.8045
Si	8.1722	-0.0062	6.8042
Si	10.8751	2.7227	6.8008
Si	8.153	5.4469	6.794
Si	10.8759	8.1621	6.791
Si	8.1658	10.8785	6.7833
Si	10.8697	-2.7358	6.7923
Si	-2.7142	-0.0022	6.8021
Si	-0.0056	2.7262	6.8018
Si	-2.7249	5.4378	6.792
Si	-0.0165	8.1515	6.8356
Si	-2.7331	-5.4386	6.8006
Si	0.0118	-2.7217	6.7992
Si	1.3665	1.3652	8.1507
Si	4.0807	4.0697	8.1646
Si	1.3609	6.795	8.1748
Si	4.0909	-6.792	8.1631
Si	1.3654	-4.0861	8.16
Si	4.0766	-1.3634	8.1602
Si	6.8129	1.3512	8.1701
Si	9.5196	4.0904	8.1571
Si	6.7913	6.8005	8.1565
Si	9.5139	9.5153	8.1526
Si	6.8139	-4.0758	8.1538
Si	9.5222	-1.3707	8.1602
Si	-4.0817	1.3587	8.1553
Si	-1.3684	4.0802	8.1609
Si	-4.0756	6.8064	8.1553
Si	-1.3749	-6.7953	8.1722
Si	-4.0825	-4.0783	8.1606
Si	-1.3445	-1.3566	8.1565
Si	0.0127	0.0036	9.5154
Si	2.719	2.7167	9.5239
Si	-0.003	5.4335	9.5252
Si	2.7234	-8.1546	9.517
Si	-0.0005	-5.4382	9.5229
Si	2.7181	-2.723	9.5243
Si	5.4368	-0.0056	9.5228
Si	8.1655	2.7234	9.5184
Si	5.4334	5.4386	9.5186
Si	8.1531	8.1592	9.5146
Si	5.4457	-5.4264	9.5173
Si	8.1587	-2.7151	9.5238
Si	-5.4349	-0.0063	9.514
Si	-2.7246	2.7168	9.5183
Si	-5.4355	5.4465	9.5174
Si	-2.7176	8.1575	9.5324
Si	-5.4435	-5.4439	9.5123
Si	-2.7087	-2.7191	9.5093
Si	1.3631	-1.3573	10.8855
Si	4.0727	1.3521	10.883
Si	1.3564	4.0741	10.8831
Si	4.069	-9.5224	10.877
Si	1.3642	-6.7994	10.8793
Si	4.0796	-4.0781	10.8873
Si	6.7924	-1.363	10.8896
Si	9.5244	1.358	10.8708
Si	6.7905	4.0723	10.8743
Si	9.5154	6.8023	10.8736
Si	6.7961	9.5255	10.8709
Si	9.5238	-4.0753	10.8695
Si	-4.0644	-1.361	10.8688
Si	-1.3557	1.3572	10.8705
Si	-4.0743	4.0833	10.8799
Si	-1.344	6.8022	10.893
Si	-4.0789	9.5261	10.8777
Si	-1.3518	-4.069	10.8825
Si	2.7202	-0.0044	12.2554
Si	5.425	2.7158	12.2393
Si	2.7063	5.4416	12.2437
Si	5.4202	-8.1461	12.2219
Si	2.7138	-5.4392	12.2455
Si	5.4269	-2.7176	12.2578
Si	8.1545	0.0116	12.2339
Si	10.8886	2.7111	12.2314
Si	8.1527	5.4318	12.2231
Si	10.8775	8.1677	12.2278
Si	8.1507	10.8975	12.2213
Si	10.8975	-2.7225	12.2212
Si	-2.6991	-0.012	12.2332
Si	0.0005	2.708	12.2374
Si	-2.7013	5.4334	12.2429
Si	0.0314	8.155	12.2572
Si	-2.713	-5.4313	12.2347
Si	0.0027	-2.7079	12.2536
Si	1.3377	1.3393	13.6093
Si	4.0467	4.0639	13.595
Si	1.3843	6.7972	13.6497
Si	4.0565	-6.811	13.6093
Si	1.3728	-4.0613	13.6078
Si	4.0761	-1.3525	13.6329
Si	6.7784	1.3574	13.6038
Si	9.5067	4.0592	13.5794
Si	6.7768	-9.5172	13.5535
Si	9.5291	9.5606	13.5669
Si	6.7801	-4.0954	13.6046
Si	9.5324	-1.3584	13.5591
Si	-4.052	1.3526	13.5787
Si	-1.3303	4.0746	13.6089
Si	-4.0763	6.8014	13.5739
Si	-1.3336	9.537	13.5805
Si	-4.0583	-4.0601	13.6028
Si	-1.3519	-1.3541	13.6318
Si	0.0157	-0.018	15.0199
Si	2.6801	2.7017	14.9645
Si	0.0203	5.4247	15.0013
Si	2.7463	8.156	15.0354
Si	0.0059	-5.4116	14.9568
Si	2.7183	-2.7123	15.0009
Si	5.4344	0.0084	15.0004
Si	8.1301	2.7212	14.9585
Si	5.4033	5.4537	14.9129
Si	8.1405	-8.128	14.8642
Si	5.3954	-5.4482	14.9723
Si	8.1577	-2.7029	14.9057
Si	-5.4156	-0.0137	14.9166
Si	-2.6726	2.6848	14.9478
Si	-5.4322	5.4134	14.9092
Si	-2.6934	8.1653	14.9087
Si	-5.4331	-5.4057	14.9515
Si	-2.7111	-2.7072	14.9992
O	7.4653	-5.992	-5.121
O	-4.1713	4.1858	20.452
O	-5.3883	5.3242	-0.4957
O	-8.0987	-2.6819	-0.5548
O	-1.4776	6.8491	20.6538
O	4.6924	1.165	-1.1805
O	0.7684	4.3516	-1.3006
O	-1.6639	-3.4162	-1.2193
O	6.3955	-0.1362	21.6026
O	-2.8821	6.0504	-4.6234
O	2.3951	2.5917	21.9535
O	7.9109	-7.1489	21.3773
O	5.9798	3.6622	-5.0456
O	5.379	-5.5408	-0.4729
O	-5.4851	0.0405	-0.5468
O	1.3694	-6.8437	20.7302
O	4.3023	1.3329	20.8275
O	-2.6196	-3.2191	21.7734
O	-1.1604	6.4708	23.7691
O	-6.1353	5.2244	21.6902
O	0.844	-0.7816	21.7211
O	-3.3888	3.4909	-1.0481
O	0.0091	-5.3674	-0.4734
O	3.662	7.3154	-1.3362
O	7.3471	2.0623	-3.4317
O	-3.4903	-8.069	21.4982
O	-6.7007	-4.1638	20.6734
O	-0.5661	5.241	-3.4679
O	2.7481	-6.9881	23.7037
O	-7.465	2.2005	21.0438
O	3.3739	-4.437	23.7318
O	0.1747	-0.0691	-0.035
O	5.4317	5.5201	-0.4701
O	1.7105	-7.2234	-1.2598
O	5.7813	0.8546	23.9381
O	-1.0347	6.296	-1.164
O	-2.7089	-8.1516	-0.4499
O	5.6271	-6.0208	21.7256
O	-5.6824	0.5901	21.9079
O	4.1058	-1.3407	-1.4387
O	-2.6393	3.6458	-3.5657
O	2.6718	2.7051	-0.4512
O	-4.3327	-6.2239	-1.2486
O	5.5758	-3.2869	22.8315
O	-5.0651	2.8145	-2.8493
O	-7.347	6.9373	-1.3483
O	-1.1445	1.6827	-1.1993
O	-7.3174	3.928	-3.1039
O	-3.2122	-1.9669	24.023
O	-3.839	-1.903	-1.365
O	-7.3441	1.8425	-1.3316
O	7.1193	-1.318	23.8493
O	7.0041	-7.5555	-1.1135
O	6.9059	3.9757	20.7593
O	-6.2409	-4.3767	-1.4216
O	-4.681	7.9079	-4.0198
O	3.1238	7.7838	21.5754
O	7.9194	-2.7696	21.8911
O	3.9554	2.7995	24.0563
O	5.2671	-0.0229	-3.4094
O	0.2611	5.3457	21.7652
O	6.1043	7.9606	22.8557
O	-5.227	5.315	-3.7147
O	-5.5671	5.4252	24.2496
O	1.3119	7.156	23.406
O	1.6331	-1.9948	-1.148
O	3.9048	-4.1305	-5.1556
O	0.7397	4.6874	24.19
O	-0.5713	0.9258	-3.598
O	-6.5425	-5.2119	24.1202
O	0.4126	-3.1424	22.6255
O	0.8773	-5.2036	24.2237
O	-5.107	-6.0515	21.4333
O	4.081	-4.2931	20.5927
O	3.1381	-2.4693	21.9981
O	-0.9507	2.7566	23.4208
O	2.7103	-7.872	-3.5685
O	-2.9744	2.5532	21.8377
O	-6.1897	7.874	21.1715
O	-1.0056	0.9897	21.4625
O	-6.8491	-6.8696	-1.4844
O	3.0872	0.4228	23.4743
O	-0.8389	-1.0779	23.7638
O	7.0896	3.6746	-1.3248
O	-7.9707	0.898	23.2121
O	-4.1755	-4.3194	23.6653
O	-4.1336	-1.2849	20.8961
O	-0.4485	-5.4496	21.9034
O	3.5323	-3.8631	-1.3254
O	-1.5706	-0.8598	-2.0147
O	-7.9463	4.9544	23.557
O	-5.029	-7.7385	23.479
O	6.4812	3.3155	23.9505
O	-5.5304	-5.9281	-3.5557
O	1.2935	6.69	-2.3052
O	-6.2136	2.9718	23.1843
O	-2.5316	-2.7131	-3.5758
O	-2.6429	0.6891	23.6144
O	3.8957	6.939	23.8534
O	8.0414	-8.002	-3.4228
O	1.3812	-3.7006	-5.2378
O	2.837	-2.4273	-3.459
O	7.3421	-6.2637	23.7392
O	-1.5812	-4.1767	23.9499
O	1.2427	-0.0624	-5.1721
O	5.3041	5.6596	21.9533
O	6.5984	-0.7286	-1.2644
O	-3.0911	1.2337	-2.6832

Results
total energy: -82020.976 eV
total energy less fixed offsets of O -438.25, Si -107.07 eV per atom: 0.704 eV

Forces (eV/angstrom), in the order of the atoms: element, x, y, z
Si	0.3051	-0.182	0.6245
Si	0.0427	-0.1831	0.7147
Si	-0.0702	0.2423	0.7155
Si	-0.2032	0.0757	0.6907
Si	0.095	-0.1337	0.7484
Si	-0.0804	0.2241	0.7294
Si	-0.2188	0.0244	0.7469
Si	-0.0995	0.1376	0.722
Si	0.1637	-0.1061	0.7494
Si	-0.0508	0.1968	0.6796
Si	0.1911	0.0182	0.6828
Si	0.0931	-0.2311	0.7229
Si	0.2292	-0.0394	0.7044
Si	-0.3831	0.1631	0.7696
Si	0.005	-0.0699	0.6117
Si	0.1719	-0.0461	0.7789
Si	-0.197	0.0861	0.7379
Si	-0.1397	0.0701	0.7102
Si	0.0277	0.0033	-0.0325
Si	0.0063	0.0089	-0.0497
Si	0.0163	-0.0068	-0.0521
Si	0.0031	-0.0128	-0.0269
Si	0.0027	-0.0077	-0.0462
Si	-0.0252	0.0208	-0.0504
Si	0.0073	-0.0037	-0.0625
Si	-0.0182	-0.0037	-0.0336
Si	-0.023	0.001	-0.0212
Si	-0.0186	0.0054	-0.0397
Si	0.0198	-0.013	-0.0425
Si	-0.0137	0.0175	-0.0439
Si	-0.004	-0.0029	-0.0566
Si	0.0291	0.0212	-0.0513
Si	0.0134	0.0005	-0.0606
Si	-0.005	0.0146	-0.0554
Si	0.0197	-0.0005	-0.0545
Si	-0.01	-0.0073	-0.0402
Si	0.0014	0.0003	0.0301
Si	-0.0276	-0.0016	0.0275
Si	0.0113	0.0081	0.0086
Si	-0.0024	0.0118	0.0185
Si	0.008	0.0036	0.0197
Si	-0.0052	-0.0222	0.0131
Si	-0.005	0.0018	-0.0098
Si	0.0075	-0.0049	0.0211
Si	0.0049	-0.0007	0.0074
Si	0.0011	-0.0097	0.0058
Si	0.004	0.0041	0.0155
Si	-0.0111	-0.0119	0.0293
Si	-0.0045	0.0008	0.0036
Si	-0.0131	0.0032	0.0124
Si	0.0072	0.0014	0.0285
Si	-0.0069	-0.0088	0.0388
Si	0.0014	0.0057	-0.0063
Si	0.0031	0.0064	0.0176
Si	-0.0032	0.0059	-0.0176
Si	0.0196	0.002	-0.0002
Si	0.0072	0.0066	-0.0016
Si	-0.0016	-0.0049	0.0059
Si	-0.0029	-0.022	-0.0093
Si	-0.0055	0.0143	-0.0036
Si	-0.0019	0.008	-0.0034
Si	0.0183	0.0038	-0.0004
Si	-0.0178	-0.0002	-0.0152
Si	0.0012	0.0009	0
Si	-0.0029	0.0055	-0.0269
Si	-0.0008	0.0174	-0.0137
Si	0.0034	-0.0078	-0.0086
Si	-0.0147	-0.0209	-0.0044
Si	-0.0053	0.0046	-0.0151
Si	-0.0008	0.0032	-0.0128
Si	-0.0099	-0.0014	0.0012
Si	0.0068	0.0057	0.0091
Si	-0.0062	-0.0136	-0.0042
Si	0.0129	-0.0088	0.016
Si	-0.0068	0.0031	-0.0098
Si	0.008	-0.0214	0.0097
Si	0.0078	-0.0034	0.01
Si	0.0084	-0.0123	-0.0005
Si	-0.0006	-0.0031	-0.0208
Si	-0.0038	-0.0105	-0.0251
Si	0.0202	-0.0255	0.0034
Si	-0.0096	-0.0059	0.0056
Si	-0.0034	-0.018	0.0047
Si	0.0216	0.0024	0.0019
Si	0.0156	-0.0064	0.0246
Si	-0.006	-0.0046	0.0022
Si	0.0018	0.011	0.0056
Si	-0.005	0.0218	0.0018
Si	-0.0063	0.0165	-0.0133
Si	0.003	0.0272	-0.0068
Si	0.0278	0.0139	-0.0249
Si	-0.0241	0.0411	-0.048
Si	0.0299	-0.0044	-0.0082
Si	0.0661	0.0027	-0.0069
Si	-0.0419	0.0101	-0.0416
Si	0.0077	0.006	-0.0316
Si	0.0288	-0.0105	-0.0027
Si	0.0115	0.0048	-0.0082
Si	-0.059	0.0283	-0.0228
Si	0.0077	-0.0242	-0.0313
Si	-0.015	0.0331	-0.0397
Si	-0.0321	0.017	-0.0406
Si	-0.0098	-0.0131	-0.038
Si	-0.0144	-0.0135	-0.0112
Si	0.0095	-0.0117	-0.0286
Si	-0.024	0.017	-0.0411
Si	-0.0098	-0.0384	-0.002
Si	0.0094	0.0037	-0.0236
Si	0.0091	0.0002	0.0545
Si	0.0105	-0.0029	0.0226
Si	-0.0395	-0.0001	0.0818
Si	-0.0065	-0.0072	0.052
Si	0.0206	-0.015	0.0394
Si	-0.0055	0.0094	0.0293
Si	-0.039	-0.0247	0.0314
Si	-0.0144	0.0128	0.0197
Si	0.0249	0.0367	0.054
Si	0.0196	0.0159	0.0201
Si	-0.0005	-0.0098	0.0388
Si	0.0037	-0.0101	0.0473
Si	-0.0108	-0.0274	0.0153
Si	-0.0156	-0.0097	0.051
Si	0.0057	-0.0359	-0.0023
Si	0.0017	-0.0207	0.0511
Si	-0.0075	0.0368	0.0446
Si	-0.0021	0.0112	0.1029
Si	0.0411	-0.0726	-0.7393
Si	-0.1406	0.318	-0.6722
Si	0.1587	-0.2317	-0.7378
Si	0.1183	-0.154	-0.7339
Si	-0.1701	0.2975	-0.7056
Si	-0.4202	0.2949	-0.6287
Si	0.0441	-0.2702	-0.6424
Si	-0.0251	-0.0123	-0.7135
Si	-0.1267	0.2917	-0.6963
Si	-0.2127	-0.3211	-0.648
Si	0.3578	-0.2287	-0.7347
Si	-0.2551	0.3228	-0.7128
Si	-0.2578	0.1105	-0.6936
Si	0.3933	-0.311	-0.7091
Si	-0.2084	0.4392	-0.6143
Si	-0.1259	0.2304	-0.7438
Si	0.2257	-0.1062	-0.7377
Si	0.1808	-0.0345	-0.6879
Si	0.1091	0.0297	-0.0042
Si	0.004	0.0098	0.0239
Si	-0.0019	0.0418	0.1296
Si	0.0562	0.0633	0.0553
Si	-0.0747	-0.0098	-0.1186
Si	-0.0532	-0.0247	-0.1043
Si	-0.0222	0.0074	-0.1224
Si	0.1111	-0.163	-0.108
Si	-0.0521	-0.0324	0.0938
Si	-0.1153	-0.0905	-0.2036
Si	0.1069	-0.1652	0.0564
Si	0.0396	0.0666	0.0082
Si	-0.0797	-0.0526	0.0392
Si	-0.0027	-0.0452	0.182
Si	-0.0095	0.0555	-0.0665
Si	-0.1091	0.0222	-0.0161
Si	-0.006	0.0626	0.1253
Si	0.056	-0.0553	0.0156
Si	0.0976	0.1272	-0.2431
Si	-0.0786	-0.0281	-0.158
Si	-0.0101	0.0194	0.0298
Si	-0.0494	-0.1117	0.0155
Si	-0.0063	-0.0391	0.1346
Si	-0.0048	-0.0631	0.0635
Si	0.0275	0.0925	0.0508
Si	0.0752	-0.0174	0.1518
Si	-0.0219	-0.1045	-0.0862
Si	0.1142	0.056	-0.0685
Si	0.006	0.0406	-0.0004
Si	0.0829	0.0275	0.1506
Si	0.0559	-0.0581	-0.1402
Si	-0.0336	0.0825	-0.123
Si	0.1357	0.0065	0.1292
Si	0.0333	-0.0189	-0.1179
Si	0.0547	-0.0004	-0.1291
Si	-0.0187	-0.0088	-0.1123
Si	0.001	-0.0017	0.0096
Si	0.0049	-0.01	0.0092
Si	-0.0062	0.0027	0.0037
Si	0.0036	0.004	0.0111
Si	-0.005	-0.0022	0.0197
Si	-0.0015	0.0047	0.0052
Si	-0.0032	0.0016	0.0121
Si	-0.0085	-0.0095	0.0103
Si	-0.0021	-0.0072	0.0066
Si	-0.0065	-0.0023	0.0039
Si	0.0004	-0.0029	0.0097
Si	0.003	-0.0101	0.0023
Si	0.0031	0.0107	0.0161
Si	0.0022	-0.0062	0.0106
Si	-0.0012	0.0071	0.0057
Si	0.0011	0.0075	0.008
Si	0.0007	0.0085	0.0057
Si	0.0068	-0.0008	0.0104
Si	-0.0028	0.0061	0
Si	0.004	0.0006	0.0038
Si	0.0072	-0.0009	-0.0021
Si	-0.0075	0.0058	0.0072
Si	0.0013	-0.0128	0.0031
Si	-0.0021	0.0094	-0.0016
Si	0.0138	-0.001	0.0062
Si	-0.0037	-0.0014	-0.0065
Si	-0.0006	0.007	0.0002
Si	-0.007	0.0072	-0.0016
Si	-0.0018	0.0034	-0.0079
Si	0.0002	0.0029	0.0012
Si	0.0044	-0.0029	0.0036
Si	-0.0067	0.0023	0.0059
Si	0.0018	-0.0042	-0.0015
Si	0.0044	0.0016	0.0034
Si	-0.0026	-0.0073	-0.0003
Si	-0.0074	0.0037	0
Si	0.0036	0.0016	0.0009
Si	-0.0109	-0.0085	-0.0022
Si	-0.0071	0.0039	-0.0074
Si	0.0146	0.0051	-0.0016
Si	-0.007	-0.0073	-0.0037
Si	0.0064	-0.0094	-0.0075
Si	0.0102	-0.0008	-0.0059
Si	0.0002	0.0028	-0.0072
Si	-0.0035	-0.0065	-0.0059
Si	0.0021	-0.0009	-0.004
Si	0.0027	0.0042	0.0066
Si	-0.0105	0.0034	-0.004
Si	-0.0073	-0.0012	-0.0036
Si	-0.0067	0.0049	-0.0053
Si	0.0056	0.0043	-0.004
Si	-0.003	-0.0055	0.0009
Si	0.0046	0.0025	-0.0081
Si	0.0057	0.0106	0.0006
Si	-0.0008	0.0021	0.0003
Si	0.0054	0.0048	0.0001
Si	0.0079	-0.0066	-0.0017
Si	-0.0027	-0.0009	-0.0068
Si	-0.0063	-0.0128	0.0004
Si	-0.0057	0.0036	0.001
Si	0.0004	0.0106	0.0022
Si	0.0012	-0.005	0.0012
Si	0.0019	0.0041	-0.003
Si	-0.0068	-0.003	-0.005
Si	0.0014	0.0009	-0.0015
Si	0.0156	0.0036	-0.0013
Si	0.0006	-0.0083	-0.002
Si	0.0004	-0.0013	-0.0012
Si	0.0025	0.0032	-0.0002
Si	0.004	0.0106	0.001
Si	-0.0068	-0.0016	-0.0022
Si	-0.0087	0.001	0.0028
Si	-0.0036	0.0054	0.0055
Si	-0.0018	0.0029	-0.0034
Si	-0.0102	-0.0014	0.0028
Si	-0.0034	0.0034	0.0026
Si	0.009	-0.0045	-0.0018
Si	0.0057	-0.0079	0.0032
Si	0.0014	-0.0111	0.0046
Si	0.006	0.0064	0.0011
Si	0.0029	-0.0045	0.0008
Si	0.0035	0.0068	0.0008
Si	-0.0005	0.0057	0.0005
Si	-0.0053	0.001	0.0001
Si	0.0109	-0.0003	0.0015
Si	-0.0002	0.0078	0.001
Si	-0.0067	0.0005	-0.0003
Si	0.0012	-0.0118	0.0026
Si	-0.0034	-0.0021	0.0016
Si	0.0018	0.0002	0.0009
Si	0.0029	0.0041	0.0026
Si	-0.0059	-0.0013	-0.0026
Si	0.0038	-0.0095	0.0102
Si	0.0075	-0.005	-0.002
Si	-0.0119	-0.0035	-0.0014
Si	-0.0049	0.0011	0.0139
Si	0.0066	0.0069	0.0012
Si	0.0016	0.0052	0.0053
Si	-0.0048	-0.0002	0.0026
Si	-0.0047	-0.0033	0.0053
Si	0.013	-0.0022	-0.0032
Si	-0.0017	-0.0074	-0.0055
Si	-0.0063	0.0014	0.0013
Si	-0.0036	-0.0078	0.0043
Si	0.0032	0.004	0.0096
Si	0.0084	0.0201	0.0031
Si	-0.0116	-0.0051	0.0051
Si	0.0017	-0.0002	0.0093
Si	-0.0047	0.0039	0.0078
Si	0.0044	-0.0069	-0.0011
Si	-0.0003	-0.0087	0.0138
Si	0.0076	0.0041	0.0012
Si	0.0052	-0.0046	-0.0048
Si	-0.0102	0.0026	0.0076
Si	0.0026	0.0099	0.0071
Si	0.0031	-0.0056	0.0012
Si	-0.0009	0.0051	-0.002
Si	-0.0132	0.0015	0.0035
Si	0.0046	-0.0014	-0.0021
Si	0.0085	-0.0023	-0.0059
Si	0.0098	0.0004	-0.0051
Si	0.0016	-0.0023	-0.001
Si	-0.01	0.0116	-0.0022
Si	0.0017	-0.0003	-0.0007
Si	0.0011	-0.0021	0.0078
Si	0.0039	0.0018	0.0087
Si	0.0142	0.0068	0
Si	0.0084	0.0109	-0.012
Si	-0.0112	-0.0338	-0.007
Si	0.0262	0.0182	0.0073
Si	-0.0013	-0.0011	-0.01
Si	-0.0051	-0.0067	-0.0142
Si	-0.002	-0.0047	-0.0017
Si	-0.0092	0.0101	-0.0043
Si	0.0052	0.0064	-0.0107
Si	0.0074	0.0037	-0.0139
Si	0.0048	0.0138	-0.0067
Si	-0.0095	-0.0064	-0.0139
Si	0.0079	-0.0004	0.0032
Si	-0.0117	-0.0093	-0.0096
Si	0.0085	0.004	-0.0124
Si	-0.0061	-0.0215	-0.0125
Si	-0.0029	0.0016	-0.0264
Si	-0.0049	-0.0151	-0.0177
O	0.1376	0.277	0.4713
O	0.2536	0.0256	0.3471
O	0.1039	-0.0319	-0.1981
O	0.2777	0.1716	-0.4192
O	-0.0882	-0.0506	0.4294
O	0.4376	0.4687	-0.5597
O	0.0338	-0.2797	-0.2492
O	0.1958	-0.2201	-0.1726
O	0.0688	-0.1229	-0.0663
O	0.2497	0.4755	-0.1098
O	-0.4267	-0.0135	0.2029
O	0.0957	0.1791	0.1752
O	-0.2378	0.3581	0.4185
O	-0.1654	-0.1661	-0.3329
O	0.0717	0.0989	-0.4618
O	0.1496	-0.1319	0.5359
O	-0.0582	-0.0998	0.5278
O	0.479	-0.4665	0.0369
O	-0.3774	0.1165	-0.3422
O	-0.1972	0.4236	0.1521
O	0.5103	-0.2585	-0.112
O	0.575	-0.2155	0.1113
O	-0.1994	-0.2582	-0.2171
O	0.2191	0.153	-0.3603
O	-0.3361	-0.3545	0.1377
O	-0.0016	-0.2835	0.4812
O	0.3324	0.1465	0.2901
O	0.2905	0.1577	-0.4126
O	0.3625	-0.1262	0.113
O	-0.158	0.1025	-0.161
O	0.2637	-0.2212	-0.1872
O	0.0422	-0.1157	0.0341
O	0.0978	-0.2348	-0.2491
O	0.0858	0.0857	-0.447
O	-0.3253	-0.2926	0.0707
O	-0.152	-0.1732	-0.2942
O	-0.1239	-0.0337	-0.5535
O	-0.1854	0.1345	0.354
O	0.2463	-0.2626	0.3658
O	0.0092	-0.0301	0.2946
O	-0.0514	-0.2663	-0.3776
O	0.0051	-0.2016	-0.4998
O	0.2754	0.1338	-0.3427
O	-0.013	-0.1115	-0.4981
O	-0.3998	-0.5391	0.136
O	-0.1309	-0.1617	-0.5627
O	0.0353	0.6401	-0.2503
O	-0.2063	0.5273	-0.2752
O	-0.5957	-0.0515	-0.0956
O	-0.1319	-0.4258	-0.519
O	-0.0899	-0.2188	-0.1482
O	0.1081	0.0954	0.5204
O	-0.4426	-0.0911	-0.2315
O	0.1736	0.0701	0.4574
O	-0.0272	0.3111	-0.2798
O	0.245	0.0241	0.4476
O	0.2679	-0.1367	0.2899
O	0.1355	-0.1231	0.0029
O	-0.1095	0.6584	0.3893
O	-0.0769	0.1813	-0.0115
O	0.3081	-0.3086	0.1893
O	0.1707	0.1237	0.2399
O	-0.0007	0.2	0.5152
O	0.3636	0.366	0.0406
O	-0.2148	0.2304	0.4499
O	-0.3908	-0.1041	-0.2081
O	0.3474	0.1269	0.3092
O	0.6223	0.1766	0.2396
O	0.36	-0.2299	0.0929
O	0.1371	-0.1619	-0.6216
O	0.1141	0.0691	-0.5745
O	-0.2298	-0.1283	0.3882
O	0.1208	0.3062	0.3486
O	0.05	-0.0624	0.0767
O	-0.2896	0.4182	0.2067
O	-0.1775	0.381	0.2547
O	0.2791	0.104	-0.1983
O	-0.1805	0.1594	0.6039
O	0.0986	-0.4462	0.0056
O	-0.0406	0.0913	-0.03
O	0.0252	0.0092	0.4318
O	0.2724	-0.1795	-0.5106
O	0.1021	-0.025	0.112
O	-0.2426	0.0947	-0.2106
O	0.0897	0.0295	0.4831
O	-0.1936	-0.1129	-0.4036
O	-0.0111	0.0193	0.2478
O	-0.2467	-0.0999	0.0703
O	-0.1544	-0.3248	-0.2598
O	0.6211	-0.1887	-0.1106
O	-0.12	0.1997	-0.536
O	-0.398	-0.2613	0.0919
O	0.1464	-0.0444	-0.4396
O	-0.0188	0.4398	-0.2944
O	-0.0659	0.0491	-0.2792
O	0.3244	-0.123	0.1279
O	-0.3324	-0.1954	-0.1695
O	-0.8109	0.1946	0.2511
O	-0.1286	-0.2209	0.5457
O	-0.1393	-0.1487	-0.0165
O	-0.1873	-0.2402	0.3528
O	-0.0397	0.2431	-0.1163
O	-0.1747	-0.2392	0.1973
O	-0.0742	-0.2292	0.6632
O	-0.0336	-0.1985	0.4387
O	-0.4704	-0.4401	0.2801
O	0.45	0.1624	-0.6364
O	-0.5486	-0.0779	-0.0704
